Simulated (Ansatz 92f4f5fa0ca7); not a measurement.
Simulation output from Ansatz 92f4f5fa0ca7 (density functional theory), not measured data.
Periodic cell of 181 atoms, Si99O82, from a study of silicon, its oxide and their interface. The atomic structure is a simulated model.

Settings: functional r2SCAN; potential files Ansatz norm-conserving; basis plane waves; wave-function cutoff 1300 eV; density cutoff ratio 4; exchange-correlation grid ratio 1; k mesh 2 x 2 x 1, shifted by 0.5 0.5 0.5 of a step; self-consistency stop 5e-08 eV per atom in the density residual; occupations Fermi-Dirac, 0.05 eV; spin none; net charge 0.

Cell vectors (angstrom)
a 11.5403 0 0
b 0 11.5403 0
c -1.7227 0.5472 22.83

Atoms: element, x, y, z (angstrom)
Si 3.4939 1.2052 2.0893
Si 5.1916 5.1096 0.6691
Si 4.9245 7.9496 -0.5175
Si 8.7135 2.3894 0.4041
Si 8.1038 5.7226 2.0753
Si 8.0474 8.6215 -0.3708
Si 1.7673 6.6856 16.9986
Si 0.0993 7.2541 0.589
Si -0.3159 12.3919 0.1369
Si 7.2845 0.7977 -0.4379
Si 9.2962 6.6957 0.2775
Si 8.5822 10.6573 0.7163
Si 1.0552 1.1458 2.0706
Si 1.2041 5.1508 2.3313
Si 1.0274 8.6974 2.305
Si 5.2247 2.0479 -0.4075
Si 3.5948 5.0212 2.3364
Si 3.425 8.7829 2.0816
Si 8.3188 3.5931 3.2146
Si 8.2157 7.5773 3.4999
Si 8.2325 10.0726 3.08
Si 0.5753 3.1214 3.3748
Si 0.6086 6.9275 3.7497
Si 0.5347 10.7862 3.3794
Si 4.1477 3.0584 3.4583
Si 4.1849 6.9919 3.4682
Si 4.1032 10.7571 3.1843
Si 6.2955 3.121 4.4658
Si 6.2399 7.0398 4.6363
Si 6.2082 10.7494 4.2772
Si -1.3917 3.2557 4.7171
Si -1.4529 7.0186 4.8556
Si -1.4959 10.7717 4.5529
Si 2.3602 3.118 4.9788
Si 2.4767 6.9488 5.0889
Si 2.4013 10.7985 4.8611
Si 6.201 1.089 5.7457
Si 6.2936 4.9961 5.9016
Si 6.1733 9.0219 5.8606
Si -1.5041 1.1906 5.9597
Si -1.2459 5.1235 6.2572
Si -1.4523 8.9867 6.0944
Si 2.4552 1.1836 6.2871
Si 2.4671 5.009 6.425
Si 2.271 8.9167 6.2748
Si 7.9935 1.0705 7.2109
Si 8.2073 5.0156 7.3313
Si 8.0767 8.975 7.2997
Si 0.4265 1.2525 7.4575
Si 0.6492 5.3233 7.8883
Si 0.2983 8.9993 7.6179
Si 4.5168 1.1604 7.5568
Si 4.5645 4.8882 7.5179
Si 4.3429 8.8292 7.3081
Si 7.6856 3.0061 8.4691
Si 7.4856 6.9838 8.3899
Si 1.7292 2.7919 11.4946
Si -1.7466 -0.1577 10.0456
Si 5.1236 1.9644 16.7126
Si 5.0403 8.6737 14.3126
Si 2.4124 -1.4586 9.8268
Si 5.3261 3.0823 8.8644
Si 6.3402 7.6769 10.8423
Si 4.643 3.5223 12.0503
Si 5.1338 6.9293 8.4573
Si 4.4131 10.6184 8.708
Si 7.886 -0.7754 8.8442
Si 9.2935 2.2698 10.0494
Si 6.0553 10.0528 10.2883
Si 0.3105 -0.5941 8.9058
Si 0.461 3.1814 8.8725
Si -1.49 10.1246 12.0005
Si -0.5191 2.2645 20.3903
Si -0.1815 4.9242 12.8401
Si 4.0058 10.4406 12.3769
Si 0.8841 0.2691 15.8692
Si 4.8195 6.3668 19.4861
Si 5.0597 0.5876 19.3574
Si 0.0717 7.4974 11.4854
Si 0.9204 7.4555 9.305
Si -0.7634 2.1234 17.3293
Si 6.5871 3.2806 14.3069
Si -2.4493 9.1571 18.3133
Si 0.1169 12.2989 13.0712
Si -1.0461 5.1851 17.1463
Si 12.3263 7.1744 14.3088
Si -0.8008 7.8067 20.645
Si 6.1204 9.1966 19.3057
Si 5.6873 6.0026 13.3875
Si 8.0429 9.5182 14.3364
Si -1.914 4.9832 20.142
Si 9.2658 2.7295 13.031
Si 3.5945 4.2931 17.9393
Si 2.2312 7.7007 19.7063
Si 9.6369 7.4577 15.6926
Si 3.7142 10.9976 15.3128
Si 9.6367 -0.2979 16.4109
Si 2.6892 2.2948 20.204
Si 7.0383 5.508 21.595
O -1.2414 13.7514 0.0577
O 4.1007 1.3449 0.5546
O 6.4214 8.456 -0.1529
O 3.9055 8.7157 0.4809
O 10.206 11.1198 0.3558
O 6.5793 5.5321 1.4096
O 0.6884 5.6886 0.8196
O 8.4954 2.4178 2.0235
O 8.2605 3.8295 -0.1831
O 7.7117 7.153 10.0533
O 0.9234 4.0416 12.0989
O 4.2375 8.9106 12.915
O 10.6909 3.1606 9.9073
O 10.0923 4.0762 13.3316
O 1.782 2.9264 9.8771
O 4.5881 5.0895 12.5694
O 8.0549 2.6746 14.0768
O 2.7046 10.4831 11.4103
O 7.4918 0.3746 -2.0512
O 4.9274 5.1434 18.4069
O 4.7849 6.3393 -0.3191
O 4.5665 8.2847 -2.1062
O 3.4665 1.01 19.4899
O 8.3305 8.7117 -1.986
O 8.68 2.7166 11.521
O 3.8674 7.3302 -4.763
O 5.7171 1.5057 18.1622
O 5.1097 7.056 14.5184
O -1.3473 12.9732 13.2547
O -0.8726 8.4831 22.1109
O -1.871 5.1476 18.5322
O 7.4806 9.0574 18.4319
O 5.0031 6.9726 10.1268
O 6.4617 6.9715 12.3294
O 5.2555 7.8497 18.9522
O 6.2081 2.7111 15.7746
O 2.3085 8.4025 9.6547
O 0.956 1.4109 11.8565
O 6.6006 4.9212 14.2192
O -0.6912 6.0865 11.8304
O -3.4629 4.7667 20.5703
O 5.2639 -0.9944 18.9647
O 0.6766 1.3991 17.028
O 12.0581 5.5719 14.1622
O -0.9029 3.8293 20.6782
O 5.5927 2.745 13.1321
O -0.6689 3.6503 16.7903
O 1.978 5.6001 -5.5378
O 2.8461 3.6162 19.2206
O 9.6078 8.1879 17.1328
O 1.1014 7.7517 12.8076
O -1.083 8.6412 11.4967
O 1.9055 7.3138 15.4916
O 3.6824 -0.2161 13.7112
O 4.2798 9.4748 15.5229
O 8.4907 10.6279 15.4525
O -1.1164 1.978 18.8998
O -0.4036 -0.7345 15.9113
O 5.3791 10.9148 11.606
O 3.1986 2.8131 12.1423
O 0.5356 12.3301 -1.2733
O -0.1943 10.7294 12.8185
O 4.6048 0.6168 15.9915
O 5.732 5.9976 20.7602
O 8.4007 7.9975 14.8055
O 10.97 7.8755 14.8717
O 3.9577 3.0791 16.9266
O 5.1508 3.3563 10.5178
O 3.2342 6.4223 19.8661
O 8.7286 9.9655 12.9425
O -1.5119 6.3799 20.8162
O 2.6838 5.3581 17.1259
O 9.4361 -0.8463 17.9272
O 2.2633 11.0003 16.0512
O 9.5625 5.8547 15.9835
O 0.7028 7.4892 20.1695
O 0.9626 0.9998 14.427
O 1.079 2.0042 20.3314
O -1.6343 8.7637 19.6452
O 5.306 3.6769 -0.1002
O 9.6122 1.3314 16.4913
O 6.4476 9.4838 14.1936

Results
free energy: -49705.927 eV
free energy less fixed offsets of O -463.61, Si -117.95 eV per atom: -12.857 eV
pressure: -2.12 GPa
stress xx, yy, zz, yz, xz, xy (GPa, positive in tension): 1.81, 2.87, 1.67, -0.22, 0.16, 0.18

Forces (eV/angstrom), in the order of the atoms: element, x, y, z
Si -0.2022 0.1807 -0.1856
Si -0.2266 0.1638 0.1908
Si -0.1229 0.1014 -0.2796
Si 0.2253 0.4692 -0.3976
Si -0.3549 0.5081 -0.5605
Si -0.0771 -0.3829 -0.3456
Si 0.0662 0.0173 -0.0908
Si 0.1569 -0.0617 -0.1301
Si 0.2783 0.5399 -0.2438
Si 0.2184 -0.3559 -0.1335
Si 0.4669 -0.03 -0.2047
Si 0.5713 -0.0814 -0.0555
Si -0.0268 -0.0328 0.0772
Si -0.0098 0.2382 -0.6662
Si -0.1732 -0.0415 -0.1576
Si -0.5031 0.3116 -0.2484
Si 0.0728 -0.0089 0.0638
Si 0.0722 -0.2116 -0.4377
Si -0.1481 -0.5177 0.0033
Si -0.129 -0.287 0.0558
Si 0.0059 0.0389 0.2413
Si -0.0214 -0.2847 0.0187
Si 0.0985 -0.1059 0.1662
Si 0.2249 -0.1798 0.0096
Si 0.0025 0.1965 0.0348
Si -0.0202 -0.0255 0.0699
Si 0.0282 -0.111 0.2215
Si -0.0939 0.0034 0.0232
Si -0.1656 0.0738 0.3044
Si -0.0658 -0.1575 -0.0602
Si 0.2414 0.0116 0.166
Si 0.0745 0.054 -0.003
Si 0.077 0.0808 0.0013
Si 0.0593 -0.0584 0.0023
Si -0.052 -0.1081 0.1835
Si -0.1481 0.0385 0.1072
Si 0.1404 0.2123 -0.0205
Si 0.2838 0.1826 -0.2345
Si -0.1598 -0.228 0.2572
Si -0.0148 -0.0469 0.0987
Si -0.2171 0.1428 0.1068
Si -0.0214 -0.1235 0.185
Si 0.0083 0.014 -0.0066
Si 0.3252 0.0079 -0.1243
Si 0.2512 -0.0306 0.0513
Si 0.03 -0.2119 -0.0267
Si -0.1592 -0.2329 0.0823
Si -0.3173 0.0037 -0.0777
Si -0.0625 -0.1137 -0.1789
Si -0.0006 -0.1765 -0.1181
Si -0.1664 0.2096 -0.1606
Si -0.1498 -0.1084 -0.1873
Si -0.1633 -0.0177 -0.1117
Si 0.1951 0.0069 -0.2509
Si 0.187 -0.0848 0.0377
Si 0.5249 0.0669 0.2853
Si -0.1333 -0.0248 0.2461
Si 0.01 0.2666 -0.1159
Si 0.0214 0.2446 -0.2194
Si -0.0193 -0.1725 0.5319
Si -0.1124 0.191 0.2678
Si 0.1554 0.1428 0.8014
Si 0.0416 -1.1046 0.3956
Si 0.1724 -0.04 0.4883
Si -0.4263 0.0021 0.024
Si -0.1648 -0.0155 0.0485
Si 0.3486 0.1009 -0.1132
Si 0.0052 0.3936 1.0128
Si -0.4696 0.8636 0.5726
Si 0.2472 0.0669 0.2133
Si 0.0897 -0.0722 0.793
Si -0.0123 0.2436 0.243
Si -0.1039 0.18 -0.2718
Si -0.1133 -0.1615 0.4486
Si 0 0.197 0.2897
Si 0.2078 -0.1409 0.2442
Si 0.1238 -0.0988 -0.2641
Si -0.2182 0.048 -0.4257
Si -0.4737 -0.2388 1.2931
Si 0.4545 0.4731 -0.519
Si -0.0035 0.1506 -0.2361
Si 0.1301 -0.0689 0.2625
Si -0.0076 0.0932 -0.1236
Si 0.0261 0.1038 0.3767
Si 0.0006 -0.1072 -0.1995
Si 0.0291 -0.1302 0.4743
Si -0.0247 -0.0212 -0.3205
Si 0.0666 -0.2219 -0.4326
Si -0.099 -0.1715 0.5345
Si -0.0815 0.0729 0.3499
Si -0.0837 -0.0058 -0.1962
Si -0.3619 0.0965 0.3238
Si 0.0467 0.0254 -0.3161
Si -0.0596 -0.1196 -0.462
Si -0.0149 -0.1332 0.1201
Si -0.0901 -0.022 0.397
Si -0.02 0.0512 0.0936
Si -0.3076 0.2169 -0.8743
Si 0.1818 0.2291 -0.288
O -0.0057 -0.3827 0.119
O 0.1319 0.1872 0.1342
O 0.1293 0.0302 -0.0937
O -0.0063 -0.077 0.2563
O -0.7722 -0.1664 0.1664
O 0.0986 -0.0941 0.0354
O -0.0433 0.5146 0.521
O -0.0394 0.2473 0.2019
O 0.0633 -0.0457 -0.071
O -0.5908 0.2404 -0.1731
O 0.0752 -0.1577 -0.0837
O 0.0595 0.2795 -0.1815
O -0.0302 -0.4003 -0.68
O 0.1858 -0.1032 -0.2653
O -0.3056 0.0842 -0.3612
O 0.258 -0.1519 -0.1483
O 0.1409 0.0855 -0.3203
O 0.1074 -0.3366 -0.3559
O 0.056 0.1806 0.3162
O -0.2964 0.0561 0.2174
O 0.2715 0.2885 -0.0729
O 0.133 -0.1766 0.5128
O 0.2535 0.143 0.3406
O -0.2215 -0.0121 0.3142
O 0.281 -0.2431 -0.3097
O -0.0234 -0.2729 0.3655
O -0.2411 -0.2145 0.3167
O 0.1221 0.2142 -0.4515
O 0.2807 -0.0091 -0.181
O -0.196 -0.3558 0.1025
O 0.1122 -0.0722 0.2962
O 0.0081 0.0321 0.2113
O 0.6238 0.4685 0.0036
O 0.0353 0.352 -0.4315
O 0.0639 0.0571 0.3278
O -0.1765 -0.0412 -0.0898
O -0.4308 -0.0082 0.0323
O -0.0474 0.1189 -0.0013
O -0.214 0.0033 -0.3723
O 0.3084 0.2236 -0.0273
O 0.0201 0.0548 0.1832
O 0.0998 0.2211 0.3228
O -0.3117 -0.0926 -0.1493
O -0.1823 0.1835 -0.473
O -0.102 -0.1092 -0.0584
O -0.1162 0.2964 -0.2764
O -0.0637 -0.0442 0.259
O -0.0036 -0.0235 -0.0264
O 0.1077 -0.3758 0.2937
O -0.0655 0.1073 -0.0255
O -0.4316 -0.0982 -0.5327
O 0.3489 -0.1397 -0.0663
O -0.331 -0.0571 -0.1653
O 0.0596 -0.2454 -0.2207
O 0.1005 0.0931 -0.4614
O 0.1202 -0.2401 -0.1617
O 0.1777 0.0607 0.3371
O -0.1002 0.2895 -0.0209
O 0.1117 -0.4835 -0.2468
O -0.1404 0.0189 -0.2482
O -0.1903 0.0213 0.0409
O -0.2199 -0.0149 -0.2019
O -0.0888 0.0083 0.0349
O -0.0607 -0.0065 0.0891
O 0.2037 0.2679 -0.0627
O 0.0516 -0.1633 -0.1283
O 0.0945 -0.0021 0.2545
O -0.109 -0.1298 -0.7164
O 0.0196 0.1783 0.0562
O 0.1696 -0.1164 -0.1758
O 0.0212 -0.0118 -0.1285
O 0.0123 0.0348 0.2093
O -0.0162 -0.2266 -0.2
O 0.0068 0.1928 -0.2774
O 0.2346 0.2627 0.1079
O 0.048 0.1033 0.099
O -0.2608 -0.0981 -0.2811
O 0.189 0.0867 0.1775
O 0.0329 -0.1272 0.0572
O 0.2572 -0.6467 -0.0962
O 0.323 -0.2037 0.1363
O -0.0483 -0.1513 -0.1895
